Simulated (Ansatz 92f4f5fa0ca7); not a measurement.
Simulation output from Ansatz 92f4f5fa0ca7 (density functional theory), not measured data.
Periodic cell of 273 atoms, Si162O105B6, from a study of silicon, its oxide and their interface. The atomic structure is a simulated model.

Settings: functional PBE; potential files Ansatz PAW; basis plane waves; wave-function cutoff 700 eV; density cutoff ratio 5; exchange-correlation grid ratio 1; k mesh 2 x 2 x 1, shifted by 0.5 0.5 0.5 of a step; self-consistency stop 5e-08 eV per atom in the density residual; occupations fixed; spin none; net charge 0.

Cell vectors (angstrom)
a	11.6015	0	0
b	0	13.3963	0
c	0	0	30.8152

Atoms and the computed forces on them: element, x, y, z (angstrom), force x, y, z (eV/angstrom)
B	11.5504	-0.1682	24.7589	0.0716	0.0512	-0.0177
Si	3.6544	-0.1723	24.1152	0.011	-0.0111	-0.0126
Si	7.8419	-0.1063	23.9701	-0.0565	-0.0022	-0.0382
Si	1.9364	3.0889	24.3188	-0.0392	-0.0247	-0.0352
Si	5.9651	3.4121	24.1913	-0.0103	0.0239	-0.0519
Si	9.912	3.2787	24.0988	0.0585	0.0165	-0.0547
B	11.618	6.5424	24.7024	0.0278	0.0012	0.0033
Si	3.9923	6.5818	24.0443	0.0321	-0.0046	-0.0131
B	7.8916	6.6019	24.7306	-0.0652	0.0301	-0.0038
Si	1.8335	9.8621	24.129	-0.0373	-0.0203	-0.0647
Si	5.8576	9.9921	24.0985	0.0136	0.0134	-0.07
Si	9.7397	9.7393	24.1677	0.0323	0.0038	-0.0688
Si	11.6174	1.8829	25.0405	-0.0162	-0.0638	-0.0094
Si	4.0009	2.1441	24.8863	0.0262	-0.015	-0.0153
Si	7.8857	2.1638	24.7606	0.0169	-0.0461	0.0266
Si	1.8192	5.5024	24.7468	-0.069	0.0401	0.009
Si	6.0556	5.6442	24.9822	0.0675	0.009	-0.0508
Si	9.7588	5.6313	24.82	-0.0224	-0.0345	0.0352
Si	11.6412	8.5651	24.9714	-0.0153	-0.0103	-0.0107
Si	3.8841	8.8615	24.8039	-0.0257	-0.0336	0.0055
Si	7.7549	8.6578	24.87	-0.0199	-0.0468	0.0359
Si	1.6906	12.1758	24.9535	-0.0966	-0.008	-0.0232
Si	5.8035	12.2418	24.8148	0.008	0.0679	-0.0151
Si	9.8178	12.1511	24.7667	0.0678	-0.027	0.0564
Si	11.6159	2.1502	27.3683	-0.0293	0.0215	-0.0178
Si	3.9299	2.1573	27.2577	0.0068	0.0073	-0.0145
Si	7.7903	2.1811	27.1788	-0.0045	0.0232	-0.027
Si	1.9423	5.5241	27.1838	0.0016	0.0044	-0.0083
Si	5.8245	5.5517	27.3258	0.0151	0.0219	-0.0071
Si	9.6813	5.5317	27.2568	0.0171	0.0189	-0.0479
Si	11.6114	8.8479	27.3218	0.0066	0.0207	-0.019
Si	3.8777	8.875	27.2102	0.0001	0.0177	-0.0282
Si	7.7347	8.8735	27.2594	-0.0076	0.0328	-0.0286
Si	1.9129	12.1961	27.3172	-0.0107	0.0227	-0.016
Si	5.8063	12.2678	27.2089	0.005	0.0062	-0.0051
Si	9.6821	12.2156	27.2048	0.0072	0.0273	-0.0336
Si	1.9769	1.0529	28.0649	0.0172	0.0079	-0.0127
Si	5.8611	1.0861	28.0502	-0.0014	-0.016	-0.0042
Si	9.668	1.0467	28.0625	-0.0063	-0.0116	-0.0072
Si	11.6221	4.4205	28.0419	0.0266	0.0089	0.0224
Si	3.8714	4.4116	28.0299	0.002	-0.0007	-0.0233
Si	7.7547	4.4059	28.0459	-0.0079	-0.0079	-0.005
Si	1.9578	7.7429	28.0481	0.0158	-0.004	-0.0008
Si	5.8034	7.7876	28.0664	-0.0013	-0.0129	0.0024
Si	9.6631	7.7566	28.0657	-0.009	0.003	0.0016
Si	11.5824	11.0993	28.0685	-0.0163	0.0006	0.0008
Si	3.8884	11.1137	28.0312	0.0406	-0.0044	-0.009
Si	7.7318	11.1302	28.018	-0.0344	-0.0084	0.0117
Si	1.9336	1.1164	30.4202	0.1079	-0.0993	0.1106
Si	5.8008	1.1164	30.4202	0.1498	-0.087	-0.1056
Si	9.6679	1.1164	30.4202	-0.0981	-0.1906	0.0714
Si	0	4.4654	30.4202	0.0232	0.0372	-0.0801
Si	3.8672	4.4654	30.4202	-0.0563	-0.0475	-0.1961
Si	7.7343	4.4654	30.4202	0.126	-0.152	-0.0484
Si	1.9336	7.8145	30.4202	0.1245	-0.0913	-0.0596
Si	5.8008	7.8145	30.4202	-0.0461	0.0334	0.1701
Si	9.6679	7.8145	30.4202	-0.0433	-0.0798	0.1397
Si	0	11.1635	30.4202	-0.1001	-0.1122	0.1534
Si	3.8672	11.1635	30.4202	0.0417	-0.0904	-0.1172
Si	7.7343	11.1635	30.4202	0.0315	-0.0447	-0.2298
Si	0	0	0.3944	-0.1034	0.1507	-0.318
Si	3.8672	0	0.3944	0.1342	0.1828	-0.1342
Si	7.7343	0	0.3944	-0.0972	0.1533	0.0215
Si	1.9336	3.3491	0.3944	0.1353	0.0863	-0.1567
Si	5.8008	3.3491	0.3944	-0.0496	0.0755	-0.0069
Si	9.6679	3.3491	0.3944	-0.1762	0.1869	0.0134
Si	0	6.6981	0.3944	-0.0489	-0.14	-0.0101
Si	3.8672	6.6981	0.3944	-0.0409	0.0587	0.1172
Si	7.7343	6.6981	0.3944	0.0396	0.0812	0.3974
Si	1.9336	10.0472	0.3944	0.0389	-0.0947	-0.3206
Si	5.8008	10.0472	0.3944	0.0498	0.0913	0.2896
Si	9.6679	10.0472	0.3944	-0.1021	0.0837	0.0745
Si	11.586	0.0598	2.7274	-0.0192	-0.0025	0.0104
Si	3.8939	0.0524	2.7477	0.0392	0.0147	0.0043
Si	7.7045	0.0708	2.7551	-0.02	0.0121	-0.004
Si	1.9435	3.419	2.7445	0.0071	-0.0073	-0.0013
Si	5.7752	3.4168	2.7666	-0.0054	-0.0018	-0.0248
Si	9.633	3.429	2.7679	-0.0026	-0.0057	0.0062
Si	11.5758	6.6958	2.7619	-0.0467	0.0067	0.0001
Si	3.8712	6.7482	2.7756	0.0321	0.0037	0.0092
Si	7.7322	6.7604	2.8295	0.0032	0.0009	0.0039
Si	1.9325	10.0417	2.7272	0.0053	0.0021	0.0193
Si	5.8105	10.1042	2.8023	0.0188	0.0031	-0.016
Si	9.6381	10.1023	2.7679	-0.0231	0.0052	0.0033
Si	11.5928	2.3225	3.4413	-0.0061	-0.0086	0.001
Si	3.8555	2.289	3.5749	-0.0024	-0.0419	0.0472
Si	7.6944	2.3083	3.5646	-0.0053	-0.0254	0.038
Si	1.9344	5.6372	3.567	0.0027	-0.0337	0.0517
Si	5.7834	5.6365	3.6114	-0.0145	-0.0052	0.0043
Si	9.6553	5.6301	3.6843	-0.0085	0.0052	0.0163
Si	11.5749	8.9373	3.4594	0.0002	-0.0151	0.0148
Si	3.8709	8.9838	3.5774	0.0056	-0.0083	0.018
Si	7.7351	9.007	3.673	-0.0011	-0.0212	0.0224
Si	1.9364	12.3046	3.357	-0.0072	-0.0094	0.0047
Si	5.8062	12.3512	3.616	-0.0071	-0.0321	0.0261
Si	9.6401	12.3702	3.5126	0.0107	-0.0203	0.008
Si	11.563	2.6156	5.7707	0.0128	-0.0382	0.0535
Si	3.9384	2.4198	6.0271	0.0477	0.0385	-0.0841
Si	7.4922	2.2739	5.9718	-0.0412	0.0183	0.0193
Si	1.9261	5.482	6.0016	0.0164	0.0526	0.0283
Si	5.5634	5.5925	6.0151	-0.0471	0.0276	0.0442
Si	9.7642	5.5841	6.1584	0.0462	-0.0343	-0.0138
Si	11.6089	8.9359	5.7871	-0.003	0.0396	0.0352
Si	3.8449	9.0781	5.9562	0.0086	0.0123	0.0046
Si	7.7361	9.0941	6.1011	0.0056	0.0206	-0.0138
Si	1.9102	12.4207	5.6469	-0.0189	0.0164	0.0466
Si	5.7706	12.6455	6.0285	-0.0045	0.0031	-0.0592
Si	9.6755	12.5028	5.862	0.0096	-0.0112	0.0172
Si	1.8234	1.2482	6.443	-0.0998	-0.031	0.0398
B	5.6934	1.3119	6.1407	-0.0036	-0.0333	0.0204
Si	9.6467	1.4247	6.5804	0.0832	0.0622	0.0212
B	11.6277	4.6198	6.1221	-0.04	-0.0057	-0.0035
B	3.7823	4.4954	6.1415	0.0427	-0.0157	0.0112
Si	7.5597	4.5018	6.8738	-0.0035	0.0242	0.0303
Si	1.9255	7.8448	6.6896	-0.0324	0.0138	0.0577
Si	5.7457	7.9122	6.7564	-0.0342	-0.0078	0.0415
Si	9.7323	7.9384	6.8467	0.0503	0.03	0.0342
Si	11.5975	11.232	6.363	-0.0094	-0.0264	0.0526
Si	3.8019	11.4068	6.61	-0.0438	-0.0244	0.0476
Si	7.7652	11.4896	6.8402	0.0305	-0.0331	0.0452
O	1.351	0.7523	7.9612	0.0345	0.0079	0.0067
O	3.5021	11.5295	8.2589	0.0416	-0.0238	0.0005
O	7.3136	4.4468	8.5576	0.0132	0.0062	-0.0148
O	9.9855	8.178	8.5125	-0.0442	-0.0178	-0.0004
O	5.7221	7.9162	8.4395	0.0221	0.0087	0.0038
O	1.7743	7.9518	8.352	0.0185	0.0027	-0.0037
O	9.8127	1.8088	8.1977	-0.0162	-0.0393	-0.0129
O	-0.0501	11.0663	7.9932	0.0062	0.0017	-0.0053
O	7.9824	11.7429	8.4856	0.0058	-0.0022	0.0001
O	5.8947	10.3096	22.4483	-0.0219	-0.0037	0.0077
O	3.1118	12.9207	22.5343	0.0329	0.0108	0.0027
O	6.0033	3.8195	22.5715	0.0072	-0.0133	0.005
O	1.9305	2.5684	22.7454	0.001	0.0198	-0.0031
O	10.316	3.2937	22.4598	-0.0334	0.0038	0.0203
O	7.9125	-0.1703	22.2847	0.0262	0.0241	0.0036
O	1.6403	9.679	22.4693	0.0342	0.0169	0.0097
O	4.2682	6.4567	22.3932	-0.0235	0.0087	-0.0001
O	9.7177	9.4348	22.527	-0.0003	0.0119	0.0156
Si	3.0846	9.7195	14.1517	-0.0028	-0.0026	-0.0008
Si	10.7231	7.0598	19.1154	0.0001	-0.0027	-0.0032
Si	5.4311	12.9272	16.6706	-0.002	-0.001	0.0013
Si	7.3533	5.328	9.9389	-0.004	0.0087	0.0063
Si	8.9928	8.0557	9.8147	-0.0036	0.0065	-0.0042
Si	8.7939	4.6731	19.4113	-0.0066	0.0055	-0.0032
Si	2.0606	2.4604	21.1529	0.0064	-0.0007	-0.0022
Si	11.3841	9.8805	19.027	0.003	0.0023	-0.004
Si	3.5286	0.0909	11.2885	-0.0007	0.004	-0.0055
Si	5.2508	2.3941	15.5276	-0.0031	0.0046	-0.0022
Si	10.7788	12.1296	16.9669	-0.0002	-0.0008	0.0016
Si	8.1005	3.038	16.8906	0.0018	0.0021	0.0002
Si	4.1843	6.9886	20.8467	0.0008	0.0024	-0.0075
Si	6.0493	1.3993	12.6272	-0.005	0.0021	-0.0023
Si	6.7018	8.7192	19.7563	0.0004	0.0023	-0.0033
Si	11.583	11.0407	9.592	0.0009	-0.0004	-0.0023
Si	8.2245	0.761	20.9771	-0.0078	0.004	-0.007
Si	3.9747	4.1776	19.6765	-0.001	-0.0018	-0.0002
Si	8.4353	3.2011	11.7749	-0.0002	-0.0006	0.0015
Si	0.178	6.3204	14.2579	0.0026	-0.0024	0.0021
Si	3.1324	8.8301	17.0435	-0.0032	-0.001	0.0026
Si	8.7018	11.9804	9.9302	-0.0026	-0.0005	0.002
Si	4.011	10.8665	9.6579	0.0082	-0.0047	0.0037
Si	10.0443	1.4538	9.7648	0.0036	-0.0035	0.0076
Si	5.4447	6.7351	11.7348	-0.0022	0.0003	-0.0027
Si	1.4748	0.55	16.4526	-0.0025	0.0041	-0.0016
Si	5.908	10.6444	14.7615	0.0005	-0.0018	-0.0015
Si	1.7079	12.5873	13.6692	0.0017	0.0061	-0.005
Si	8.199	0.0938	17.9911	0.001	-0.0021	-0.0001
Si	1.2833	6.3047	17.1784	-0.0035	-0.0019	0.0015
Si	6.1811	8.886	9.6824	0.0036	0.0105	-0.0045
Si	1.8127	8.6259	9.8307	0.001	-0.0011	0.0029
Si	7.4464	6.9073	14.2108	-0.0043	-0.0001	0.003
Si	6.28	8.4404	16.7117	0.0046	-0.0022	0.0014
Si	2.3067	9.3893	21.0078	0.0049	-0.0017	-0.0031
Si	1.2579	0.4592	9.5431	0.0027	0.0014	-0.0038
Si	9.4203	4.3589	14.4534	0.0027	-0.0054	0.0021
Si	7.7001	12.1326	12.7847	-0.002	0.0004	-0.0029
Si	9.7845	8.4519	12.9	0.0004	0.0024	-0.0048
Si	2.8107	3.457	16.8645	0.0007	-0.0001	-0.0014
Si	10.4588	11.4683	13.8541	-0.0003	0.0003	-0.0018
Si	9.6206	8.9511	20.9977	-0.0022	-0.0026	-0.0145
Si	3.1396	11.8414	18.216	0.0006	-0.0002	0.0078
Si	5.2167	10.8382	21.0599	0.0023	0.0119	-0.0046
Si	3.4886	-0.2958	20.9437	-0.0003	0.0027	0.0122
Si	6.628	3.5635	21.1007	-0.0078	-0.0003	0.0066
Si	10.5744	2.629	20.9818	0.0071	-0.0088	-0.0229
Si	2.4316	7.2057	12.3819	-0.0021	-0.0024	-0.0044
O	10.022	3.687	19.8599	-0.0152	-0.0006	0.0203
O	6.6344	2.9847	16.1679	0.0029	-0.0154	0.0023
O	9.8072	1.1822	20.9176	-0.0203	0.023	0.0119
O	4.8513	1.0108	16.309	0.0187	-0.0009	-0.0037
O	3.7034	10.2321	20.9583	0.0134	0.0096	0.0013
O	11.5354	0.1861	16.8662	0.0058	-0.0189	-0.0137
O	5.8631	5.6697	10.548	0.0169	0.015	0.0093
O	1.8581	2.1044	16.8176	0.017	-0.0002	-0.0047
O	7.695	4.735	20.6443	0.0011	-0.0325	-0.0117
O	9.18	13.5224	10.0661	0.0092	0.0011	-0.0125
O	3.9521	3.3845	15.6833	-0.0018	-0.0161	0.0185
O	2.5245	11.2248	13.9958	-0.0003	-0.0028	-0.0033
O	0.5317	2.2985	20.5989	-0.0066	0.0084	0.0135
O	2.7187	3.8553	20.6562	0.0045	-0.02	-0.009
O	2.5414	9.1537	15.5704	0.0241	0.0017	0.0041
O	8.5748	1.6095	17.5199	-0.0178	-0.0035	0.0014
O	4.6972	12.2616	17.96	-0.0082	-0.0033	-0.0161
O	2.3018	7.5303	17.5808	-0.007	-0.0003	-0.0104
O	7.9943	4.0968	18.1185	0.0185	-0.0128	0.0041
O	6.9906	10.9144	13.5921	-0.005	0.0131	0.0127
O	8.3461	8.1361	13.6133	0.0123	-0.0215	-0.0017
O	1.7387	7.4058	10.9132	0.0152	0.0157	0.0092
O	3.104	1.2779	20.6634	-0.0173	0.0185	0.0104
O	10.5786	11.4554	15.4879	0.0024	0.0174	-0.0017
O	8.1346	4.6769	11.2006	-0.0099	-0.013	0.0021
O	1.1728	9.7291	19.8845	-0.0197	-0.0075	0.0049
O	6.8643	13.4811	13.1042	-0.0053	0.0006	-0.0144
O	10.6098	7.6327	20.6823	-0.0206	0.0325	-0.0023
O	2.492	13.3877	12.5166	0.0084	-0.0192	-0.0075
O	6.299	6.5451	13.1121	0.0109	0.0107	-0.003
O	2.7204	0.8808	10.1169	-0.0071	-0.0236	0.0158
O	5.7167	8.2228	11.1018	0.0034	-0.0176	-0.0135
O	6.9842	8.3276	18.1861	-0.0194	0.012	0.0075
O	5.5501	7.7995	20.4644	0.0008	0.0115	0.0023
O	2.5571	8.7158	12.998	0.0083	-0.0116	0.0101
O	10.2417	9.9719	13.2499	-0.0034	0.0052	0.0044
O	1.9608	4.8536	16.8035	0.0007	-0.0027	0.0081
O	4.7188	9.7246	14.1224	-0.0101	0.0217	0.0237
O	9.2591	3.5365	15.8518	-0.0221	0.007	-0.0013
O	5.4786	2.1723	13.9347	0.0082	-0.0115	0.0078
O	7.7016	11.7369	11.1994	0.017	0.015	0.0165
O	5.2388	12.0194	15.328	0.017	-0.0129	0.0118
O	11.6294	1.3478	10.1237	-0.0059	-0.0153	-0.016
O	3.8896	6.5174	12.1508	-0.0028	0.019	-0.0024
O	2.7959	7.8507	20.7493	0.0102	0.0051	0.0019
O	4.6772	8.3331	16.9754	0.0033	0.0176	-0.0097
O	5.0335	12.4816	20.91	-0.0129	-0.0276	-0.0034
O	3.0101	10.2216	17.9278	0.0009	0.0018	-0.0097
O	9.3807	12.428	17.7073	0.0098	0.0099	-0.0049
O	0.9339	12.3082	10.0034	0.0038	0.0053	-0.0017
O	10.8993	7.4738	13.5423	-0.0107	-0.0068	0.0048
O	9.0673	3.3058	13.2632	-0.0065	0.0194	-0.007
O	1.563	6.2279	13.3732	-0.007	0.0212	-0.0011
O	6.9914	12.998	17.0427	-0.0148	0.0131	0.0066
O	6.7874	7.2874	15.6663	0.0011	0.0164	-0.0072
O	0.4647	6.7205	15.8203	0.0091	-0.0085	-0.0075
O	7.0477	2.3536	11.7759	0.0114	0.0032	0.0217
O	10.916	8.4734	18.2682	0.0104	0.0139	0.0193
O	10.0531	11.0851	10.1476	-0.0054	0.018	-0.0091
O	8.3776	5.6039	14.455	0.0091	-0.0011	-0.0053
O	0.3358	6.1182	18.5236	0.0006	0.0098	-0.0169
O	2.6895	12.3068	19.7326	0.0259	-0.0011	-0.0174
O	6.164	10.2719	19.8518	-0.0068	-0.0254	0.0209
O	7.7944	9.1636	9.6882	-0.0039	-0.041	0.0129
O	7.833	13.4135	19.5823	0.0151	0.0204	-0.0022
O	6.6292	9.8777	16.0123	-0.0276	-0.0109	-0.0098
O	0.5793	9.6411	10.1408	0.011	0.0014	-0.0132
O	11.5786	11.0469	17.9101	-0.0178	-0.0073	0.0053
O	4.1091	5.7965	19.7353	0.0036	-0.0079	0.0185
O	7.3617	2.1255	21.1088	0.0098	0.0006	-0.0072
O	4.8299	0.9805	11.6449	0.0006	-0.0122	0.0192
O	2.3338	12.772	17.1724	0.0031	0.0024	0.0088
O	8.2399	6.6364	9.6036	-0.0054	-0.0034	0.0091
O	10.9522	4.9032	14.2531	-0.0176	0.0223	0.0083
O	9.2009	12.3832	13.3691	-0.0045	-0.0283	0.0011
O	1.663	0.2912	14.8636	-0.0139	-0.0119	0.019
O	10.163	10.2032	20.074	0.0148	-0.0375	0.0001
O	3.9726	11.9831	10.8353	-0.0151	0.0138	-0.0131
O	8.0897	8.5504	20.5939	0.0146	0.0069	-0.006
O	9.5223	2.6034	10.752	-0.0142	-0.0134	0.0027
O	0.1997	12.1502	13.2259	0.0043	-0.0061	0.0268
O	9.7057	8.1857	11.2769	-0.0128	0.0064	0.0112
O	5.5488	10.3693	9.4886	-0.0245	-0.02	0.0109
O	5.3861	3.4875	20.0701	0.0046	0.016	0.0218
O	9.3723	6.1401	18.976	0.0076	-0.0182	0.0164
O	3.6546	3.5164	18.2421	-0.0188	0.0078	-0.0033
O	3.1681	9.5201	10.0197	-0.0183	0.0073	-0.0077

Results
free energy: -163653.785 eV
free energy less fixed offsets of B -155.45, O -569.03, Si -635.61 eV per atom: -4.115 eV

The program warned: the cutoff lies below the one the program advises for these potential files; the forces do not sum to zero within the program's tolerance; the exchange-correlation potential is rough where the density is thin.
